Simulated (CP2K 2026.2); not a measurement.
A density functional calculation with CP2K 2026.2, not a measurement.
Periodic cell of 654 atoms, Si398O256, from a study of silicon, its oxide and their interface. The atomic structure is a simulated model.
Doubt: the forces sum to 2.07 eV/angstrom along one axis rather than to zero, so they err by at least 0.0032 eV/angstrom per atom on average; the grid cutoff is modest.

Settings: functional PBE; method Gaussian and plane waves; basis set DZVP-MOLOPT-SR-GTH; pseudopotentials GTH-PBE; grid cutoff 350 Ry, relative cutoff 50 Ry; k points Gamma only; occupations fixed; spin none; net charge 0.

Cell vectors (angstrom)
a 16.4025 0 0
b 0 16.4025 0
c 0 0 42.2237

Atoms: element, x, y, z (angstrom)
Si 0.157 0.276 0.012
Si 2.433 3.291 0.038
Si 0.087 5.355 0.318
Si 2.567 8.293 0.353
Si 0.409 10.362 41.917
Si 3.13 13.103 0.371
Si 5.263 16.066 42.216
Si 7.955 2.91 42.003
Si 5.763 5.251 42.044
Si 8.226 8.369 41.954
Si 5.205 10.864 0.114
Si 7.617 13.978 42.222
Si 11.068 16.257 0.418
Si 14.103 2.161 0.199
Si 11.266 5.595 41.512
Si 14.354 7.567 42.09
Si 11.052 10.97 41.821
Si 13.378 14.247 42.03
Si 1.497 1.502 1.442
Si 4.122 4.261 1.336
Si 1.355 6.776 1.635
Si 4.036 9.542 1.637
Si 1.338 11.991 1.33
Si 4.098 14.857 1.596
Si 6.684 1.338 1.133
Si 9.697 4.172 0.923
Si 6.852 6.949 1.146
Si 9.778 9.521 1.115
Si 6.817 12.165 1.309
Si 9.4 14.942 1.363
Si 12.472 1.227 1.633
Si 15.057 3.942 1.467
Si 12.542 6.612 1.076
Si 15.209 9.381 1.182
Si 12.443 12.319 0.987
Si 15.166 15.069 1.18
Si 0.072 2.706 2.856
Si 2.759 16.385 2.755
Si 16.384 8.174 2.839
Si 2.831 5.489 2.861
Si 0.015 13.557 2.553
Si 2.656 10.866 2.913
Si 5.438 2.729 2.608
Si 8.092 0.014 2.634
Si 5.519 8.141 2.726
Si 8.313 5.508 2.45
Si 5.525 13.507 2.828
Si 8.334 10.84 2.56
Si 10.958 2.77 2.565
Si 13.863 16.261 2.82
Si 11.136 8.106 2.453
Si 13.652 5.328 2.706
Si 10.952 13.534 2.538
Si 13.767 10.894 2.433
Si 1.432 4.1 4.174
Si 4.138 1.361 4.078
Si 1.331 9.49 4.239
Si 4.198 6.837 4.174
Si 1.344 14.961 4.014
Si 4.092 12.229 4.189
Si 6.909 4.108 3.907
Si 9.553 1.383 3.93
Si 6.924 9.539 3.996
Si 9.675 6.83 3.898
Si 6.851 15.004 4.081
Si 9.618 12.219 3.981
Si 12.261 4.037 4.068
Si 15.112 1.304 4.182
Si 12.394 9.534 3.877
Si 14.991 6.749 4.086
Si 12.299 14.923 3.987
Si 15.032 12.241 3.959
Si 16.37 16.371 10.886
Si 2.734 2.716 10.885
Si 16.369 5.463 10.869
Si 2.731 8.202 10.868
Si 16.383 10.911 10.878
Si 2.739 13.638 10.877
Si 5.484 16.376 10.867
Si 8.198 2.711 10.877
Si 5.479 5.463 10.888
Si 8.208 8.199 10.897
Si 5.478 10.93 10.872
Si 8.191 13.649 10.867
Si 10.897 16.375 10.874
Si 13.623 2.713 10.864
Si 10.911 5.45 10.875
Si 13.635 8.181 10.882
Si 10.907 10.912 10.891
Si 13.627 13.63 10.893
Si 1.346 1.348 12.232
Si 4.099 4.1 12.24
Si 1.328 6.856 12.223
Si 4.09 9.583 12.238
Si 1.359 12.274 12.233
Si 4.119 15.007 12.227
Si 6.827 1.35 12.243
Si 9.534 4.1 12.243
Si 6.824 6.849 12.258
Si 9.548 9.569 12.289
Si 6.829 12.298 12.261
Si 9.522 15.023 12.257
Si 12.247 1.356 12.24
Si 14.967 4.115 12.224
Si 12.246 6.837 12.247
Si 14.997 9.557 12.236
Si 12.255 12.273 12.269
Si 14.993 15.001 12.248
Si 16.344 2.735 13.548
Si 2.74 16.372 13.568
Si 16.371 8.229 13.613
Si 2.712 5.494 13.558
Si 16.376 13.619 13.588
Si 2.721 10.935 13.628
Si 5.476 2.736 13.602
Si 8.149 16.383 13.644
Si 5.464 8.244 13.61
Si 8.182 5.477 13.622
Si 5.468 13.667 13.639
Si 8.183 10.949 13.66
Si 10.881 2.736 13.612
Si 13.594 16.363 13.593
Si 10.898 8.184 13.659
Si 13.596 5.484 13.615
Si 10.871 13.643 13.623
Si 13.614 10.882 13.621
Si 1.311 4.131 14.872
Si 4.1 1.346 14.928
Si 1.328 9.595 15.009
Si 4.048 6.894 14.921
Si 1.373 14.989 14.91
Si 4.098 12.301 14.997
Si 6.811 4.127 14.987
Si 9.506 1.378 14.977
Si 6.819 9.588 15.024
Si 9.515 6.832 15.032
Si 6.8 15.029 15.067
Si 9.514 12.329 15.052
Si 12.188 4.149 14.991
Si 14.959 1.371 14.895
Si 12.252 9.549 15.039
Si 14.947 6.898 14.956
Si 12.222 15.005 14.981
Si 15 12.24 14.95
Si 16.379 16.393 16.163
Si 2.673 2.733 16.173
Si 16.373 5.539 16.212
Si 2.738 8.248 16.357
Si 16.334 10.93 16.41
Si 2.697 13.646 16.354
Si 5.413 0.033 16.411
Si 8.196 2.788 16.374
Si 5.391 5.534 16.264
Si 8.152 8.199 16.413
Si 5.494 10.995 16.398
Si 8.185 13.699 16.502
Si 10.814 16.361 16.332
Si 13.568 2.729 16.249
Si 10.822 5.478 16.469
Si 13.611 8.203 16.451
Si 10.86 10.917 16.402
Si 13.588 13.566 16.27
Si 1.313 1.366 17.51
Si 3.967 4.153 17.496
Si 1.3 6.887 17.671
Si 4.128 9.637 17.748
Si 1.329 12.297 17.765
Si 3.982 15.049 17.778
Si 6.817 1.475 17.753
Si 9.464 4.105 17.904
Si 6.705 6.849 17.733
Si 9.484 9.583 17.832
Si 6.812 12.324 17.876
Si 9.52 15.128 17.886
Si 12.16 1.369 17.615
Si 14.97 4.156 17.496
Si 12.179 6.867 17.83
Si 14.99 9.572 17.846
Si 12.274 12.238 17.767
Si 15.045 14.955 17.444
Si 16.353 2.774 18.739
Si 2.424 0.011 19.062
Si 0.016 8.236 19.19
Si 2.658 5.438 18.934
Si 16.276 13.719 19.017
Si 2.736 10.934 19.134
Si 5.274 2.87 18.871
Si 8.143 0.23 19.303
Si 5.443 8.267 19.164
Si 7.869 5.428 19.217
Si 5.451 13.775 19.163
Si 8.115 10.908 19.315
Si 10.947 2.686 19.222
Si 13.72 16.399 18.626
Si 10.816 8.243 19.28
Si 13.651 5.426 18.962
Si 10.97 13.683 19.127
Si 13.592 10.855 19.27
Si 1.06 4.223 20.198
Si 4.12 1.252 20.078
Si 1.774 9.234 20.522
Si 3.942 6.855 20.246
Si 0.519 15.574 20.392
Si 3.922 12.554 20.429
Si 5.981 4.42 20.549
Si 9.547 1.537 20.814
Si 6.931 9.345 20.838
Si 9.054 7.074 20.421
Si 6.497 15.467 20.529
Si 9.782 12.108 20.5
Si 12.707 3.8 20.349
Si 14.885 1.489 19.979
Si 12 9.778 20.799
Si 15.215 6.531 20.299
Si 12.888 14.789 20.123
Si 14.862 12.452 20.476
Si 1.931 13.948 22.492
Si 0.584 3.826 23.18
Si 0.405 11.222 22.725
Si 2.21 6.913 31.709
Si 0.282 8.899 24.687
Si 5.02 2.358 22.558
Si 5.58 8.434 26.429
Si 5.199 10.958 22.867
Si 3.508 15.621 29.342
Si 10.282 10.747 24.489
Si 9.531 3.184 23.539
Si 11.466 15.878 22.272
Si 7.848 12.539 27.22
Si 3.096 2.819 24.644
Si 3.309 9.449 24.765
Si 6.375 15.977 23.558
Si 8.225 0.9 30.042
Si 11.737 8.431 23.531
Si 7.766 3.266 26.01
Si 11.935 1.403 24.503
Si 14.659 2.472 24.595
Si 15.218 6.421 23.327
Si 11.404 9.194 26.406
Si 0.148 14.107 27.447
Si 9.764 14.378 25.89
Si 1.663 14.159 31.258
Si 2.402 16.114 24.644
Si 0.168 2.93 33.803
Si 6.988 9.321 32.031
Si 16.11 0.09 25.928
Si 7.773 0.322 26.203
Si 10.065 13.396 23.056
Si 4.859 3.247 27.02
Si 3.106 14.18 26.739
Si 12.078 1.411 27.587
Si 13.589 9.181 28.763
Si 8.833 5.175 28.329
Si 11.472 14.828 28.119
Si 14.044 5.19 25.794
Si 8.693 14.394 29.456
Si 3.335 9.986 27.633
Si 10.988 5.546 22.434
Si 5.512 13.253 25.086
Si 8.413 9.8 26.369
Si 10.839 1.634 31.222
Si 4.852 6.131 28.032
Si 15.461 11.629 29.042
Si 10.551 15.812 33.193
Si 5.833 0.844 28.477
Si 13.348 2.82 29.618
Si 16.196 7.193 33.361
Si 11.764 4.394 27.813
Si 0.926 13.141 33.835
Si 0.9 0.34 28.642
Si 1.318 14.874 36.159
Si 7 6.96 29.97
Si 1.992 11.342 29.94
Si 3.743 11.655 37.713
Si 2.454 10.682 34.997
Si 5.654 15.587 34.131
Si 10.33 2.221 34.102
Si 7.506 3.304 33.715
Si 7.869 15.316 32.173
Si 11.72 12.991 32.565
Si 15.718 7.444 27.316
Si 15.081 15.442 31.855
Si 13.385 13.611 30.095
Si 8.413 4.762 31.124
Si 6.692 5.093 36.06
Si 13.838 15.179 39.092
Si 4.425 14.309 36.37
Si 4.701 1.989 34.139
Si 10.716 6.336 32.424
Si 1.606 7.899 35.568
Si 12.218 8.852 31.687
Si 9.745 10.56 32.531
Si 14.461 12.296 34.103
Si 15.818 1.862 31.05
Si 2.126 7.256 28.555
Si 8.884 8.355 34.138
Si 14.129 9.266 34.313
Si 16.024 0.825 36.046
Si 3.716 9.705 32.272
Si 16.077 13.464 38.231
Si 16.038 6.344 37.252
Si 2.839 4.383 33.505
Si 15.242 10.728 39.108
Si 5.444 2.468 37.144
Si 6.64 16.152 36.859
Si 9.246 12.737 39.832
Si 9.396 6.531 36.599
Si 12.022 15.805 36.902
Si 11.621 4.821 34.963
Si 14.716 4.999 34.797
Si 14.078 14.969 34.877
Si 9.379 15.367 38.154
Si 12.931 9.341 39.922
Si 3.839 6.073 35.941
Si 3.175 2.561 39.331
Si 4.071 6.86 40.192
Si 2.108 13.52 39.679
Si 9.776 1.432 40.201
Si 5.382 9.492 39.397
Si 9.676 7.46 39.612
Si 2.673 16.237 40.177
Si 8.263 9.968 39.527
Si 12.333 3.136 39.92
Si 14.057 8.504 37.424
Si 2.068 5.171 38.431
Si 13.832 1.52 38.011
O 1.267 16.265 41.054
O 15.379 1.342 41.696
O 1.181 4.338 41.736
O 3.335 2.832 40.936
O 2.687 5.418 32.234
O 3.194 7.573 35.814
O 3.595 7.442 41.622
O 1.602 9.239 41.601
O 16.346 10.683 40.323
O 12.715 8.803 38.356
O 2.379 13.635 41.258
O 15.357 12.028 38.155
O 0.486 13.52 39.632
O 4.055 16.348 41.091
O 8.42 2.289 40.525
O 6.815 4.057 41.599
O 5.218 5.762 40.567
O 8.4 7.266 40.66
O 9.573 9.05 39.189
O 5.346 9.953 40.959
O 4.28 12.15 41.871
O 8.127 13.41 40.777
O 6.441 15.033 41.643
O 10.286 0.901 41.644
O 13.07 2.505 41.21
O 12.071 15.259 41.767
O 12.024 4.678 40.349
O 13.35 2.957 38.631
O 13.791 8.166 40.659
O 15.519 6.412 41.625
O 10.428 12.13 40.794
O 11.664 9.763 40.846
O 14.038 0.407 39.22
O 13.936 14.273 40.438
O 1.27 3.572 21.72
O 0.027 5.451 20.516
O 3.797 2.01 21.511
O 5.2 0.079 20.515
O 1.191 10.106 21.806
O 14.004 5.859 24.29
O 4.938 5.68 21.04
O 2.834 7.958 21.018
O 0.755 14.871 21.859
O 5.657 14.72 24.359
O 1.343 12.535 23.091
O 15.604 15.004 26.427
O 6.149 3.311 21.808
O 2.946 1.213 24.363
O 10.179 0.272 21.676
O 9.175 2.667 22.014
O 6.34 9.88 22.328
O 8.039 8.149 21.235
O 9.774 6.031 21.469
O 8.73 10.66 25
O 6.932 15.329 22.154
O 7.744 13.349 28.635
O 9.077 12.873 21.859
O 12.127 4.67 21.643
O 13.853 2.602 20.781
O 15.885 0.428 20.841
O 10.724 12.082 23.724
O 12.585 9.15 22.281
O 14.604 6.698 21.843
O 1.907 8.636 24.513
O 11.209 14.277 22.329
O 12.696 16.012 21.236
O 2.962 13.6 21.277
O 13.807 13.658 20.951
O 15.523 11.794 21.869
O 4.84 11.729 21.497
O 4.331 3.297 23.699
O 12.136 8.343 25.162
O 16.384 10.426 24.119
O 15.844 7.844 23.789
O 4.061 13.197 25.854
O 5.468 6.75 29.418
O 0.402 0.893 27.184
O 3.826 10.261 23.447
O 1.704 3.581 24.33
O 3.474 3.255 26.166
O 4.771 1.949 27.971
O 9.514 14.346 24.271
O 6.61 12.988 26.262
O 5.681 6.865 26.833
O 6.986 1.662 29.312
O 3.616 14.371 28.275
O 11.928 16.392 23.723
O 9.224 12.965 26.47
O 9.776 8.897 26.716
O 10.338 4.59 23.562
O 14.543 12.451 30.124
O 12.825 14.052 28.615
O 10.911 11.008 21.078
O 2.861 15.171 30.782
O 14.959 1.039 25.314
O 2.015 13.429 32.668
O 8.098 6.611 28.748
O 4.573 8.474 25.136
O 5.685 12.037 24.002
O 7.47 0.165 24.61
O 8.391 15.961 29.128
O 6.453 0.078 27.149
O 5.023 16.224 29.469
O 11.581 6.886 23.11
O 8.924 15.626 26.502
O 6.139 3.174 26.01
O 7.107 8.879 26.097
O 10.49 2.098 24.296
O 8.352 1.82 26.525
O 13.149 2.365 23.97
O 0.043 5.348 23.349
O 0.78 14.564 34.646
O 2.716 14.932 23.551
O 2.368 6.941 30.108
O 11.33 10.707 25.767
O 7.968 10.923 27.493
O 15.844 12.726 27.887
O 0.452 15.143 28.706
O 11.222 2.836 27.585
O 11.275 14.533 26.504
O 14.689 3.685 25.695
O 15.748 2.782 23.425
O 1.554 13.663 26.721
O 5.54 0.928 23.168
O 2.341 8.825 28.189
O 3.004 10.402 26.078
O 8.497 4.187 29.593
O 7.167 8.435 30.647
O 2.519 0.382 28.75
O 9.614 1.746 30.141
O 10.905 0.072 31.727
O 5.059 4.532 27.983
O 8.207 3.44 24.45
O 12.273 9.085 27.77
O 8.332 14.212 31.046
O 3.112 15.664 26.041
O 0.784 16.227 24.743
O 13.502 1.812 28.312
O 12.231 1.007 26.039
O 16.172 8.621 26.234
O 10.41 9.399 23.556
O 0.418 10.864 29.621
O 15.051 0.658 31.82
O 11.505 0.066 28.336
O 3.268 6.399 27.778
O 1.363 3.995 34.091
O 7.973 3.641 32.199
O 2.913 14.83 36.265
O 1.054 6.94 34.38
O 2.997 11.239 28.622
O 7.378 8.526 33.451
O 8.255 4.501 26.954
O 3.139 10.822 36.465
O 4.891 9.404 27.595
O 14.442 13.422 35.301
O 8.753 2.527 34.451
O 10.59 2.574 32.529
O 12.219 2.134 30.563
O 8.192 10.491 31.921
O 6.409 15.015 32.812
O 14.429 10.534 28.423
O 11.794 7.274 31.646
O 11.423 14.441 33.262
O 7.804 0.426 31.544
O 10.247 14.186 29.005
O 12.1 13.141 30.985
O 14.617 7.97 28.395
O 12.576 5.034 26.522
O 0.757 13.635 37.048
O 14.752 2.936 30.421
O 14.083 14.948 30.686
O 15.877 12.574 33.291
O 0.21 14.896 31.56
O 14.476 10.8 34.713
O 0.309 1.251 29.839
O 14.934 16.168 35.512
O 2.055 3.596 38.788
O 0.831 16.339 36.689
O 15.064 6.134 26.62
O 0.63 6.871 28.081
O 2.8 10.539 31.147
O 1.715 12.931 30.186
O 13.782 10.74 39.848
O 2.691 12.265 38.813
O 4.618 12.87 37.083
O 1.422 9.442 35.151
O 4.97 14.273 34.83
O 4.551 0.377 33.818
O 10.765 0.634 34.302
O 11.231 3.227 35.029
O 9.005 7.869 35.707
O 3.465 10.396 33.748
O 5.374 9.756 32.051
O 8.026 5.687 36.722
O 13.069 12.377 33.256
O 8.996 15.344 33.344
O 0.578 7.135 31.935
O 10.899 6.936 40.569
O 15.483 8.621 33.666
O 14.352 15.04 33.267
O 13.124 9.136 30.339
O 1.598 12.03 34.792
O 3.643 2.943 33.313
O 6.215 2.341 33.665
O 9.786 6.738 38.168
O 4.675 10.619 38.499
O 12.465 14.936 38.235
O 2.715 14.945 39.162
O 6.748 16.172 35.226
O 6.508 1.262 37.435
O 4.556 2.196 35.78
O 11.502 5.352 33.439
O 10.934 2.378 39.548
O 9.885 5.414 31.382
O 5.45 6.159 36.215
O 10.849 9.755 31.605
O 9.651 9.8 33.997
O 9.728 13.89 38.774
O 7.065 4.669 34.521
O 10.397 15.709 36.916
O 12.579 15.187 35.505
O 15.703 5.295 36.059
O 0.305 2.582 32.211
O 10.461 5.339 28.11
O 3.139 8.152 32.307
O 9.654 7.229 33.26
O 12.979 9.148 33.138
O 13.754 8.601 35.798
O 14.622 6.991 37.735
O 0.294 1.658 34.82
O 15.096 3.553 34.156
O 2.934 5.302 37.054
O 13.19 5.007 35.364
O 2.622 1.063 39.121
O 0.647 7.57 36.838
O 3.715 5.206 34.589
O 7.252 5.905 31.188
O 2.793 6.135 39.511
O 4.54 2.72 38.467
O 6.339 3.79 36.941
O 9.471 0.145 39.264
O 7.883 15.366 37.531
O 6.911 9.393 38.811
O 4.656 8.041 39.228
O 10.637 5.696 35.933
O 15.03 14.68 38.104
O 5.278 15.362 37.271
O 8.571 11.485 39.019
O 7.97 9.842 41.152
O 15.226 1.742 37.157
O 12.826 4.287 29.076
O 0.477 5.54 38.381
O 12.62 0.925 37.063
O 10.377 12.058 32.729
O 15.232 9.502 38.012
O 15.015 6.088 33.605
Si 0.05 16.31 5.484
Si 2.783 2.696 5.489
Si 16.396 5.439 5.471
Si 2.768 8.149 5.516
Si 16.352 10.927 5.456
Si 2.712 13.654 5.451
Si 5.481 16.374 5.435
Si 8.215 2.732 5.344
Si 5.57 5.411 5.416
Si 8.287 8.156 5.341
Si 5.53 10.855 5.434
Si 8.26 13.614 5.371
Si 10.926 16.368 5.311
Si 13.656 2.684 5.431
Si 10.925 5.457 5.383
Si 13.649 8.185 5.387
Si 10.998 10.852 5.328
Si 13.664 13.585 5.38
Si 1.394 1.318 6.829
Si 4.161 4.084 6.806
Si 1.364 6.798 6.839
Si 4.142 9.537 6.827
Si 1.341 12.285 6.808
Si 4.099 15.02 6.8
Si 6.86 1.366 6.753
Si 9.561 4.088 6.747
Si 6.909 6.816 6.755
Si 9.614 9.531 6.732
Si 6.881 12.269 6.76
Si 9.593 15.01 6.731
Si 12.273 1.304 6.751
Si 15.014 4.058 6.803
Si 12.281 6.822 6.756
Si 14.994 9.541 6.792
Si 12.298 12.233 6.749
Si 15.014 14.96 6.785
Si 16.395 2.694 8.163
Si 2.749 16.368 8.193
Si 16.379 8.185 8.157
Si 2.756 5.433 8.17
Si 16.378 13.634 8.181
Si 2.738 10.916 8.148
Si 5.503 2.706 8.162
Si 8.217 16.377 8.105
Si 5.52 8.161 8.151
Si 8.223 5.446 8.148
Si 5.489 13.635 8.121
Si 8.24 10.897 8.119
Si 10.916 2.7 8.109
Si 13.642 16.351 8.134
Si 10.932 8.177 8.142
Si 13.638 5.449 8.134
Si 10.938 13.629 8.112
Si 13.64 10.901 8.162
Si 1.357 4.078 9.525
Si 4.117 1.352 9.526
Si 1.354 9.558 9.506
Si 4.118 6.823 9.519
Si 1.353 15.006 9.534
Si 4.112 12.288 9.499
Si 6.848 4.093 9.52
Si 9.554 1.346 9.493
Si 6.861 9.558 9.511
Si 9.562 6.827 9.516
Si 6.845 15.017 9.482
Si 9.569 12.281 9.501
Si 12.264 4.079 9.491
Si 15.001 1.33 9.511
Si 12.271 9.545 9.524
Si 14.998 6.82 9.506
Si 12.273 14.997 9.513
Si 15.001 12.269 9.529

Results
total energy: -154803.252 eV
total energy less fixed offsets of O -438.35, Si -107.03 eV per atom: 12.288 eV

Forces (eV/angstrom) on atoms 318 to 602 of the 654, counted in the order above; the others are left out for length: element, x, y, z
Si -0.054 -0.322 -0.077
Si 0.033 0.225 -0.215
Si -0.181 0.084 -0.256
Si 0.028 -0.153 0.017
Si -0.258 -0.027 -0.347
Si 0.306 -0.047 -0.14
Si 0.143 -0.084 0.062
Si -0.117 -0.006 -0.125
Si 0.045 -0.187 -0.199
O -0.131 -0.188 0.201
O -0.247 0.185 0.315
O 0.42 -0.029 0.297
O -0.052 -0.09 0.051
O -0.04 0.001 -0.233
O -0.104 0.22 -0.176
O -0.133 -0.102 -0.137
O 0.238 -0.047 0.484
O -0.044 0.018 0.31
O 0.151 -0.031 0.205
O 0.01 0.32 -0.144
O 0.141 0.053 0.172
O -0.046 -0.119 0.274
O 0.076 -0.053 -0.14
O 0.098 0.158 0.106
O 0.279 -0.065 0.309
O -0.081 -0.091 -0.232
O -0.228 0.102 0.229
O 0.121 0.058 -0.015
O 0.124 -0.019 0.367
O -0.248 -0.141 0.331
O -0.135 -0.077 0.021
O 0.188 -0.064 0.22
O -0.019 0.165 0.022
O -0.125 -0.11 -0.259
O 0.005 -0.093 0.475
O 0.023 0.27 0.236
O -0.321 0.241 0.121
O -0.03 0.033 -0.158
O -0.008 0.113 0.252
O -0.012 -0.052 0.427
O -0.083 -0.175 -0.007
O -0.165 0.128 0.327
O -0.088 -0.275 0.579
O 0.306 0.213 -0.234
O -0.288 0.235 -0.284
O -0.119 0.067 -0.039
O 0.271 -0.005 -0.341
O 0.154 -0.337 0.292
O -0.067 0.21 -0.216
O 0.232 -0.035 -0.397
O -0.24 0.061 -0.305
O 0.085 -0.17 0.26
O -0.29 -0.123 0.035
O 0.21 0.04 0.179
O 0.111 -0.006 0.072
O 0.156 0.367 0.246
O 0.057 -0.246 -0.041
O -0.09 -0.26 -0.091
O -0.305 -0.225 -0.417
O -0.144 0.146 0.007
O 0.128 -0.157 -0.434
O -0.049 -0.022 0.123
O -0.191 0.287 -0.241
O -0.096 -0.179 -0.37
O 0.014 -0.065 0.192
O -0.055 -0.08 -0.388
O 0.071 0.178 0.054
O -0.217 -0.026 -0.466
O 0.227 -0.233 -0.173
O 0.102 0.072 0.114
O -0.224 0.122 -0.681
O -0.053 -0.059 -0.44
O -0.02 -0.047 0.146
O -0.153 -0.151 0.227
O -0.085 0.065 0.09
O 0.33 -0.236 -0.087
O 0.074 0.15 -0.542
O 0.178 -0.057 -0.023
O 0.203 -0.143 -0.073
O 0.266 0.078 -0.182
O 0.044 0.132 -0.142
O 0.278 0.177 -0.361
O -0.082 0.166 -0.162
O -0.074 -0.141 0.043
O -0.028 0.068 0.062
O 0.28 -0.025 0.201
O 0.022 -0.063 -0.063
O 0.007 0.143 0.191
O 0.133 -0.025 0.092
O 0.145 0.099 0.182
O -0.296 0.076 -0.054
O -0.088 0.002 0.109
O 0.09 -0.21 0.035
O 0.225 0.056 -0.047
O -0.099 -0.151 0.139
O 0.092 -0.156 0.134
O 0.213 0.197 0.163
O -0.106 -0.234 0.284
O 0.037 0.335 0.254
O -0.094 0.108 0.186
O 0.046 -0.086 -0.093
O -0.001 0.175 0.052
O 0.015 0.109 0.142
O -0.228 -0.212 0.346
O 0.185 -0.131 -0.164
O 0.077 0.012 0.184
O 0.097 -0.159 0.136
O 0.19 -0.126 0.003
O 0.044 0.106 0.001
O -0.265 0.2 -0.143
O -0.052 -0.023 0.152
O 0.218 0.042 0.126
O 0.151 -0.048 0.182
O 0.061 -0.024 -0.112
O 0.105 -0.159 0.144
O -0.172 -0.029 0.203
O -0.023 0.044 -0.146
O 0.222 -0.063 0.174
O -0.094 0.178 -0.158
O 0.03 0.16 -0.063
O -0.227 -0.085 -0.121
O 0.252 -0.148 0.012
O 0.292 -0.221 0.03
O 0.091 -0.097 -0.034
O -0.193 0.103 0.172
O -0.183 -0.071 -0.023
O -0.16 -0.119 0.164
O -0.246 -0.036 0.158
O 0.012 -0.144 -0.223
O 0.111 -0.177 -0.097
O -0.147 -0.079 -0.32
O -0.18 -0.049 0.271
O 0.148 0.217 -0.148
O -0.222 -0.019 0.051
O -0.146 0.257 -0.009
O -0.08 -0.129 0.092
O 0.136 0.216 -0.224
O 0.065 0.061 0.141
O 0.017 0.069 0.048
O 0.182 0.032 -0.043
O -0.175 0.071 0.084
O -0.168 -0.251 -0.086
O 0.088 -0.169 0.231
O 0.055 -0.229 0.066
O -0.017 -0.057 0.031
O -0.13 -0.017 -0.32
O 0.035 -0.22 0.327
O -0.187 0.115 -0.013
O -0.226 0.186 -0.082
O 0.029 -0.096 0.336
O 0 -0.289 0.318
O -0.274 0.178 0.297
O 0.177 0.125 0.026
O -0.188 0.082 0.178
O 0.003 0.24 0.109
O -0.109 0.055 -0.24
O -0.144 0.205 -0.228
O -0.148 -0.317 -0.077
O -0.048 0.133 -0.027
O -0.241 0.109 -0.185
O 0.12 0.216 -0.003
O 0.049 -0.026 -0.103
O -0.15 -0.078 0.313
O -0.062 -0.143 -0.352
O -0.07 0.033 0.086
O 0.031 -0.049 0.04
O -0.102 -0.035 0.057
O 0.119 0.308 0.075
O -0.008 0.214 -0.172
O 0.152 -0.111 -0.22
O -0.01 -0.241 0.205
O 0.295 -0.072 -0.203
O -0.197 0.057 0.176
O 0.097 -0.217 0.435
O 0.033 0.061 -0.218
O -0.102 -0.271 0.424
O -0.266 0.144 -0.009
O 0.111 0.034 -0.156
O 0.203 -0.018 0.186
O 0.182 0.111 0.144
O 0.089 -0.169 -0.26
O -0.039 -0.108 0.046
O 0.028 0.046 0.099
O 0.154 0.156 0.028
O -0.003 -0.235 0.11
O -0.132 -0.186 0.157
O 0.258 -0.201 -0.119
O -0.057 0.083 0.213
O 0.041 -0.183 0.043
O 0.105 -0.171 -0.081
O -0.103 -0.103 -0.283
O -0.16 0.155 0.07
O -0.176 0.069 0.064
O 0.006 0.078 0.021
O -0.102 -0.047 0.004
O -0.229 -0.027 -0.153
O -0.191 0.004 -0.215
O -0.066 -0.104 -0.067
O -0.006 0.058 -0.116
O -0.172 0.073 -0.098
O 0.258 0.13 -0.142
O 0.09 -0.141 -0.216
O 0.039 0.075 -0.006
O -0.019 0.102 -0.253
O -0.189 0.098 0.005
O 0.07 0.071 -0.117
O 0.103 -0.19 0.028
O -0.065 0.108 0.076
O -0.045 -0.182 -0.437
O 0.242 0.095 0.244
O 0.03 0.155 0.063
O -0.002 -0.058 -0.065
O 0.197 -0.148 -0.007
O 0.238 0.05 0.166
O 0.189 -0.19 0.236
O 0.09 0.138 0.267
O 0.307 0.155 -0.23
O 0.037 -0.121 -0.367
O -0.051 0.167 0.132
O -0.316 0.198 -0.098
O 0.232 0.137 -0.317
O -0.037 0.157 0.045
O 0.226 -0.157 0.066
O 0.087 0.04 0.193
O -0.063 -0.146 -0.383
O 0.064 0.236 -0.065
O 0.174 -0.149 0.384
O 0.143 0.128 -0.355
O 0.156 0.125 0.122
O -0.021 0.072 -0.143
O 0.291 -0.085 -0.111
O 0.217 -0.112 -0.222
O -0.016 0.129 0.115
O 0.156 -0.165 -0.17
O -0.046 0.106 -0.242
O -0.059 -0.101 0.054
O -0.044 0.248 -0.128
O -0.29 0.234 0.04
O 0.076 -0.027 -0.167
O 0.036 -0.022 -0.304
O -0.121 -0.133 -0.243
O -0.064 0.189 0.035
O 0.047 -0.109 0.149
O 0.113 0.252 -0.011
O 0.084 -0.02 -0.363
O 0.024 -0.069 0.186
O 0.232 0.264 -0.002
O -0.089 0.256 0.008
O -0.14 -0.137 0.081
O 0.101 0.364 0.073
O -0.093 0.03 0.208
O 0.261 -0.009 -0.209
O -0.091 -0.235 0.074
O 0.055 0.107 0.01
O 0.203 0.229 -0.271
O 0.022 0.166 0.17
O -0.159 -0.102 0.18
O -0.078 -0.123 0.257
O -0.061 -0.036 -0.105
O -0.031 -0.093 0.254
O 0.09 0.09 -0.097
O 0.128 0.203 -0.242
O -0.176 -0.051 -0.057
O -0.079 -0.1 -0.049
O 0.18 -0.077 -0.229
Si -0.082 0.003 0.021
Si -0.047 -0.03 -0.023
Si 0.066 0.013 0.011
Si 0.015 0.037 0.063
Si 0.008 0.019 -0.007
Si 0.084 0.011 0.02
Si -0.04 0.003 0.018
Si 0.031 0.037 -0.052
Si -0.005 0.02 -0.019
Si 0.026 0.031 -0.064
Si -0.036 -0.047 -0.014
Si 0.006 0.095 -0.013
Si 0.054 0.049 -0.119
Si -0.001 -0.048 0.006
Si 0.039 0.017 -0.053
Si 0.052 -0.035 -0.039
Si -0.089 0.029 -0.091
Si -0.137 -0.067 -0.036
Si 0.065 -0.041 -0.007
Si 0.008 -0.057 -0.012
